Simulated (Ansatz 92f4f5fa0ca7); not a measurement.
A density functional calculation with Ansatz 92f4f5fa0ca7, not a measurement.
Periodic cell of 197 atoms, Si117O80, from a study of silicon, its oxide and their interface. The atomic structure is a simulated model.

Settings
functional: PBE
potential files: Ansatz PAW
basis: plane waves
wave-function cutoff: 700 eV
density cutoff ratio: 5
exchange-correlation grid ratio: 2
k mesh: 2 x 2 x 1, shifted by 0.5 0.5 0.5 of a step
self-consistency stop: 5e-08 eV per atom in the density residual
occupations: Fermi-Dirac, 0.05 eV
spin: none
net charge: 0

Cell vectors (angstrom)
a	11.5983	0	0
b	0	11.5983	0
c	4.1161	0.0557	25.2616

Atoms and the computed forces on them: element, x, y, z (angstrom), force x, y, z (eV/angstrom)
Si	-0.6392	11.4248	-0.4333	0.2375	0.1487	-0.7037
Si	3.5058	3.6344	-0.3387	-0.112	-0.059	-0.2427
Si	3.5665	7.6782	-0.5669	-0.3514	-0.106	0.0665
Si	5.7737	9.2091	2.4235	-0.0999	0.0965	0.3426
Si	7.5015	2.7568	-0.4467	0.1714	-0.3481	-0.4739
Si	5.7022	7.6521	0.4961	-0.231	-0.4047	0.1096
Si	5.7162	0.1154	-0.7938	-0.3724	-0.2326	0.6344
Si	6.9511	4.0126	-3.3117	0.2807	0.0868	-0.2663
Si	7.0794	8.9027	-0.8559	-0.076	0.3087	-0.3724
Si	5.1	-0.2258	1.4833	-0.139	0.0343	-0.4161
Si	5.9235	4.1653	2.7729	-0.165	0.0123	-0.0339
Si	2.9538	5.6086	-1.6531	0.3455	-0.0849	-0.0013
Si	9.7399	1.7718	0.5401	-0.1073	-0.0273	0.2385
Si	11.0216	3.7492	0.6226	-0.0085	-0.2864	-0.154
Si	10.0742	9.3647	0.4585	-0.4151	-0.0571	-0.1049
Si	14.2865	-0.403	1.4788	0.1996	-0.1556	0.2034
Si	13.3875	3.4883	1.2969	0.0801	-0.0294	0.1761
Si	13.5469	7.4041	1.2705	-0.0723	0.1375	0.1191
Si	5.7606	1.6558	2.9125	0.0663	-0.0819	0.0366
Si	5.8068	4.3511	0.4968	-0.2138	0.2897	0.2951
Si	1.7649	11.2791	-0.6583	-0.1174	-0.0669	0.0446
Si	9.6777	0.7977	2.7351	-0.0945	-0.1343	0.006
Si	10.1481	5.4922	2.0724	0.2833	0.0238	0.1587
Si	9.7749	9.9259	2.7081	-0.0021	0.1481	0.31
Si	13.6206	1.5121	2.689	-0.1077	0.1355	-0.0511
Si	13.7625	5.4016	2.6033	-0.0991	0.2322	-0.1586
Si	13.6847	9.258	2.6927	0.165	0.0075	0.1371
Si	3.8481	1.4443	4.2328	-0.052	0.0369	0.0884
Si	4.0806	5.1698	3.9539	0.0384	-0.0029	-0.0667
Si	4.004	9.0993	4.0324	0.0188	0.0994	0.0039
Si	7.7789	1.3309	4.0651	0.1452	-0.0753	0.0611
Si	7.9825	5.2133	3.5482	-0.0312	0.0083	-0.1016
Si	7.7604	9.2419	3.7961	-0.1423	-0.0007	-0.1765
Si	11.638	1.3602	3.9785	0.0614	0.0509	0.0807
Si	11.7586	5.4553	3.8327	0.0024	-0.1399	0.0964
Si	11.7111	9.3025	3.9979	0.1549	-0.0124	-0.2054
Si	3.9202	-0.5978	5.4905	0.0542	-0.116	0.0307
Si	3.8451	3.4106	5.4762	-0.0479	-0.0419	0.1458
Si	4.126	7.1362	5.319	-0.0423	0.0398	0.1122
Si	7.7714	-0.605	5.4127	0.0787	0.0226	0.1418
Si	7.8763	3.4387	5.1502	0.2752	-0.0478	0.1674
Si	7.81	7.1999	5.0155	0.0715	0.0809	0.0375
Si	11.816	-0.5009	5.4775	-0.1102	-0.0374	-0.0181
Si	11.5863	3.451	5.1282	0.0217	-0.0295	-0.1614
Si	11.7537	7.3055	5.3084	-0.0714	0.045	0.0903
Si	5.8794	11.058	6.8223	-0.0215	0.133	0.0346
Si	5.9393	3.4789	6.6001	-0.1634	-0.0945	-0.0454
Si	6.0494	7.2511	6.7036	-0.1048	0.0773	-0.1259
Si	9.8157	11.0366	6.6998	-0.0055	-0.0794	-0.0491
Si	9.7311	3.4962	6.5669	-0.1321	-0.1397	-0.0428
Si	9.6784	7.3434	6.4809	0.08	-0.0838	-0.0116
Si	13.6486	10.9152	6.9833	0.1235	0.0291	0.112
Si	13.3922	3.2926	6.6105	0.1625	-0.2083	0.0929
Si	13.7773	7.1162	6.6906	0.0504	-0.0751	-0.0563
Si	5.8965	1.5443	7.9504	0.0627	-0.0584	-0.2143
Si	5.9958	5.3366	8.0875	0.1776	0.2829	0.3317
Si	6.0995	9.1572	8.2335	0.0639	-0.2095	0.2006
Si	9.7867	1.5097	7.8016	0.1913	0.0502	-0.1206
Si	9.6257	5.4732	7.8727	-0.066	0.0853	0.0536
Si	9.8863	9.0938	8.117	0.0249	-0.0749	0.2391
Si	13.5698	1.4354	8.1011	-0.148	0.1012	-0.1656
Si	13.4618	5.137	8.008	-0.2405	0.1207	-0.0415
Si	13.8338	8.8415	8.3331	0.2944	-0.033	0.1422
Si	3.9797	2.0317	9.2143	-0.0736	0.2341	-0.3545
Si	3.5396	4.394	9.4836	0.1814	-0.1206	0.1061
Si	4.3489	9.1114	9.8891	0.0125	0.1451	-0.0463
Si	8.401	3.4153	10.4809	0.1851	0.2211	-0.0239
Si	7.8268	5.494	9.4736	0.3268	-0.2695	-0.0518
Si	8.0438	9.2684	9.6751	0.1578	0.1679	-0.105
Si	11.5436	1.6628	9.361	-0.1035	0.139	-0.0507
Si	11.5127	5.6423	9.205	0.0469	0.1983	-0.145
Si	11.721	9.4701	11.3094	0.056	-0.0419	-0.0661
Si	3.142	4.2114	11.7721	-0.2001	0.0106	0.1347
Si	-0.8095	3.7125	10.5192	0.0237	-0.2731	0.0994
Si	3.8389	12.1332	10.9846	-0.1827	0.2246	-0.2255
Si	8.4243	11.4819	10.7014	-0.2373	0.2919	-0.1065
Si	7.9021	1.5684	9.1238	0.0593	-0.0939	0.1372
Si	7.8654	7.318	11.057	0.2734	-0.1762	-0.1892
Si	10.7577	11.5727	10.8136	0.4255	0.1546	0.2434
Si	5.377	2.0772	12.9335	0.105	-0.0793	0.4476
Si	11.8167	8.1451	9.3535	-0.3438	-0.0068	0.0604
Si	7.6443	13.8298	12.3865	0.0831	-0.0166	0.1659
Si	3.6255	7.8902	15.9519	-0.0774	0.0321	0.2363
Si	6.0565	7.9075	12.4391	-0.173	-0.1378	0.4458
Si	8.4565	3.3831	15.2055	-0.1405	0.0558	0.2374
Si	11.7984	4.539	12.4815	-0.3026	-0.2734	0.0822
Si	10.5203	7.1806	12.7648	0.1727	0.1872	0.1741
Si	12.8925	11.6535	12.5938	-0.2304	-0.1359	-0.0119
Si	2.7459	5.7929	18.0601	0.0476	0.0249	-0.0512
Si	15.5733	6.1161	13.7569	0.0131	0.0788	0.4626
Si	11.5392	6.5777	17.8605	0.1207	0.0517	-0.0849
Si	10.5622	5.4872	15.0726	0.0441	-0.0923	0.2418
Si	12.2146	6.8934	22.4387	0.4791	0.0121	-0.6139
Si	9.3333	2.5458	17.7994	0.1566	-0.1775	-0.0286
Si	2.4273	-0.0325	21.8255	-0.0817	-0.1235	-0.3604
Si	2.1053	12.7838	15.4205	-0.0204	0.0834	0.4683
Si	7.1843	1.5249	23.7236	0.2174	0.1797	-0.3131
Si	6.4278	9.2966	23.2105	0.2904	0.0419	-0.0657
Si	1.1761	9.1513	20.5875	0.1672	0.085	-0.2504
Si	14.6506	5.5271	23.2882	0.3045	0.0403	-0.8829
Si	6.4589	9.7374	20.0996	-0.2818	0.0599	-0.1209
Si	3.377	3.8523	15.8411	-0.0263	0.0521	0.3375
Si	15.2769	-1.3329	19.5256	-0.2311	-0.1196	-0.1828
Si	5.7896	2.3287	16.0738	-0.0055	0.1337	0.3054
Si	6.847	1.0631	18.6909	0.0903	-0.0233	-0.2388
Si	7.9892	8.3176	17.7812	0.1772	0.0235	-0.1685
Si	4.9149	6.7404	23.7514	-0.4263	0.0084	-0.4353
Si	1.3607	2.2177	20.428	0.1456	-0.237	-0.2844
Si	4.0755	10.6695	16.438	-0.0799	-0.0728	0.1865
Si	6.3768	2.9939	21.069	-0.3439	0.0544	-0.1946
Si	11.8342	12.4608	17.9683	0.0556	-0.1469	0.0588
Si	3.5686	4.311	20.5161	-0.2317	0.088	-0.3027
Si	8.8516	5.6241	18.7728	0.2618	0.0216	-0.2909
Si	6.2691	9.0161	15.3322	-0.1715	-0.0838	0.096
Si	3.7526	7.3062	25.8126	0.3835	0.0147	0.6177
Si	10.8958	9.4131	18.3258	0.1784	0.076	0.0124
Si	7.987	4.6577	21.5457	-0.1175	0.1268	0.0467
O	2.6529	3.086	19.9529	0.037	0.0225	0.1351
O	14.8929	4.2228	24.2611	-0.0286	0.2264	0.3913
O	8.5596	9.2619	-0.2746	0.3627	-0.0859	0.0523
O	6.1767	6.0098	0.34	-0.2715	0.3289	-0.1513
O	4.849	5.4586	9.3443	-0.2694	-0.5286	-0.5815
O	4.3192	3.2288	12.3987	-0.0834	0.1355	0.1673
O	3.2355	5.733	12.3757	-0.0829	-0.0275	-0.0372
O	4.0049	10.6772	10.2665	-0.0553	0.1778	0.1364
O	1.6354	3.7624	12.2703	0.2458	0.0884	0.0789
O	4.8992	0.6686	12.2238	-0.0376	-0.1366	0.0912
O	5.3954	1.807	14.5733	-0.089	-0.0237	-0.5062
O	3.0817	9.4246	16.0362	0.1487	0.0063	-0.0789
O	4.5339	3.1285	16.7239	0.0682	-0.1054	-0.1236
O	4.9309	8.5052	11.367	-0.307	-0.0002	-0.3776
O	8.4667	2.8161	13.6949	0.0105	-0.2236	-0.1673
O	7.9326	12.1707	12.1763	0.0723	0.2512	-0.1613
O	9.11	6.7948	12.0461	-0.0286	0.0422	-0.1987
O	11.355	12.1586	12.3064	0.0598	0.0042	0.0615
O	13.025	10.043	12.206	-0.152	0.0833	-0.1702
O	10.8104	8.7526	12.4944	-0.0572	-0.2011	-0.1569
O	6.4856	1.8652	22.2554	0.1286	-0.0561	0.1815
O	15.0286	-0.0695	20.5265	0.0429	0.0706	0.187
O	6.8648	1.2646	-0.7693	0.1113	0.2756	-0.0644
O	6.5156	8.9268	13.7029	-0.0559	-0.0151	-0.2632
O	1.3506	-1.2599	21.6959	0.0001	0.0003	0.1897
O	10.3585	6.2278	18.917	-0.1488	-0.0933	0.1335
O	5.1109	8.2702	23.0507	0.1398	-0.0438	0.2013
O	1.6682	1.4062	21.813	0.0049	0.0552	0.1923
O	6.3155	-1.3087	-1.3306	0.189	-0.0877	-0.174
O	12.5819	12.7283	16.5724	0.095	0.0244	-0.1304
O	11.3347	5.7089	16.49	-0.095	-0.063	-0.2163
O	7.5851	8.8235	16.2717	-0.0209	0.0167	-0.0061
O	8.1209	6.6741	17.743	-0.0368	0.0163	0.0759
O	5.2516	7.8384	15.8383	0.088	0.0412	-0.0799
O	9.3179	9.1864	18.1262	-0.1734	-0.1123	0.011
O	11.6829	3.1983	20.6979	-0.1946	0.1943	0.3276
O	4.1057	4.8341	14.7657	0.0047	0.0626	-0.2382
O	9.0641	4.8881	15.2961	0.018	-0.0177	-0.0875
O	7.6448	3.4976	-1.9298	0.0309	-0.1097	0.2572
O	11.3407	4.4212	14.0772	0.1558	0.0751	-0.0914
O	11.7483	6.1975	12.2345	-0.1687	0.0455	0.0139
O	9.3128	2.3902	16.1716	-0.0487	0.0675	-0.0174
O	2.489	4.6615	16.921	0.028	-0.0553	-0.1522
O	13.0188	7.6879	21.243	-0.1741	-0.1681	0.3277
O	6.9648	3.4402	15.8587	0.0395	-0.0028	-0.0644
O	2.446	14.344	15.0934	0.0111	-0.055	-0.1981
O	6.7202	11.2153	19.4244	0.0271	-0.0183	0.0921
O	4.8644	9.3945	20.1977	0.2298	-0.0156	0.0444
O	7.0012	8.6386	19.0291	-0.0277	0.0045	0.1524
O	5.3186	3.8671	-3.3197	-0.1758	0.0999	-0.0354
O	3.0605	7.2138	14.5772	0.0464	-0.1177	-0.2059
O	10.8235	13.7017	18.2065	-0.1314	0.1649	0.0142
O	10.4016	6.9515	14.3768	-0.0224	0.0174	-0.2534
O	3.7608	5.3345	19.2462	0.0496	-0.0604	0.1917
O	3.4534	12.0679	15.964	0.0264	0.0934	-0.1512
O	2.3157	9.37	19.4191	-0.0085	0.0516	0.173
O	11.2553	10.9359	17.8631	-0.015	-0.0028	-0.0196
O	15.7589	-0.8518	18.0592	0.0413	0.0209	0.026
O	8.1331	5.6629	20.2345	0.0445	-0.1388	0.2527
O	13.1995	11.9646	14.1378	0.0448	-0.0643	-0.2149
O	5.4462	6.6179	13.2709	0.0347	0.1325	-0.0656
O	13.9326	12.4082	11.5843	0.0998	-0.0658	0.0968
O	3.2817	-0.188	23.1712	-0.1408	0.0011	0.2482
O	4.4966	0.6202	-1.79	-0.006	0.0692	0.1136
O	5.529	10.4318	15.7223	0.043	-0.0614	-0.0976
O	3.3023	7.1299	17.3379	0.0112	0.0013	-0.113
O	14.3951	5.0379	21.7419	-0.3809	-0.1729	-0.007
O	12.8765	6.1161	18.6557	-0.0988	0.0101	-0.0027
O	1.1722	12.6409	19.289	-0.0048	0.1467	0.1849
O	8.4245	1.4127	18.5237	-0.079	0.0385	0.0584
O	11.375	5.6624	21.7959	0.0025	-0.0506	0.126
O	6.2122	2.2209	19.6331	0.0102	0.1072	0.152
O	13.2745	6.3901	23.5931	-0.1817	-0.1443	0.0751
O	6.2	1.1784	17.1743	0.0186	-0.0232	0.0219
O	7.0099	9.6247	21.6539	-0.1037	-0.0734	0.3571
O	7.1019	7.9358	-2.1799	-0.0841	0.1649	0.0819
O	11.2996	9.2613	19.9041	0.0155	-0.0241	0.0891
O	4.9734	3.8453	21.1619	0.3744	-0.1199	0.0626
O	8.9245	4.0676	18.2512	-0.0538	0.0543	0.0816
O	11.6327	8.1851	17.5044	-0.0981	-0.0324	0.0347

Results
free energy: -119879.985 eV
free energy less fixed offsets of O -569.03, Si -635.61 eV per atom: 8.785 eV
pressure: -0.39 GPa
stress xx, yy, zz, yz, xz, xy (GPa, positive in tension): -0.92, 1.87, 0.23, -0.03, 0.08, -0.55

The program warned: the cutoff lies below the one the program advises for these potential files.
